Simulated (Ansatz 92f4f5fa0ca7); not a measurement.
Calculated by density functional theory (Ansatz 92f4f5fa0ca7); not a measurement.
Periodic cell of 171 atoms, Si99O72, from a study of silicon, its oxide and their interface. The atomic structure is a simulated model.

Settings
functional: r2SCAN
potential files: Ansatz norm-conserving
basis: plane waves
wave-function cutoff: 1300 eV
density cutoff ratio: 4
exchange-correlation grid ratio: 1
k mesh: 2 x 2 x 1, shifted by 0.5 0.5 0.5 of a step
self-consistency stop: 5e-08 eV per atom in the density residual
occupations: Fermi-Dirac, 0.05 eV
spin: none
net charge: 0

Cell vectors (angstrom)
a  11.5403  0  0
b  0  11.5403  0
c  -5.768  5.5913  23.3704

Atoms: element, x, y, z (angstrom)
Si  -0.6967  -1.738  -0.466
Si  -0.7839  3.8236  -0.4976
Si  -0.7325  6.8117  0.027
Si  2.8651  -1.812  -0.7071
Si  3.354  3.5948  -0.6942
Si  3.1203  6.6625  -0.2214
Si  6.9879  -1.8473  -0.3912
Si  6.8712  3.6478  -0.4612
Si  6.9577  6.6619  -0.0517
Si  1.1813  -1.257  0.8924
Si  1.2639  3.0187  0.5354
Si  1.2485  6.6734  1.1581
Si  4.9131  -1.1793  0.64
Si  5.0193  3.1365  0.9202
Si  4.9915  6.7076  1.1436
Si  8.9023  -1.1904  0.8439
Si  8.8748  3.0995  0.7842
Si  8.8693  6.7023  1.2466
Si  1.1943  0.9577  1.8933
Si  1.2156  4.7045  2.3134
Si  1.2233  8.5517  2.4631
Si  4.9912  0.932  1.9315
Si  4.9822  4.8495  2.4842
Si  4.9783  8.6415  2.3619
Si  8.8914  0.9645  1.9627
Si  8.8649  4.7717  2.449
Si  8.9117  8.6267  2.4658
Si  -0.6984  0.9785  3.3524
Si  -0.695  4.8057  3.7231
Si  -0.6982  8.5269  3.8019
Si  3.07  0.9346  3.3483
Si  3.0427  4.8243  3.7784
Si  3.1218  8.5342  3.7995
Si  6.9332  0.9487  3.3164
Si  6.9333  4.854  3.7756
Si  6.9318  8.5782  3.7195
Si  -0.6219  -0.9234  4.7955
Si  -0.76  2.8189  4.9023
Si  -0.7047  6.6405  5.2815
Si  3.0875  -0.9448  4.8288
Si  3.0336  2.7813  4.8478
Si  3.0723  6.6653  5.2909
Si  6.9549  -0.9048  4.7684
Si  6.9212  2.8007  4.8304
Si  6.9558  6.7122  5.2399
Si  1.2407  10.4521  6.2598
Si  1.1507  2.8003  6.2725
Si  1.182  6.6548  6.7665
Si  5.0311  10.5367  6.1149
Si  4.9737  2.8015  6.1354
Si  5.0292  6.6496  6.6379
Si  8.9425  10.6903  5.998
Si  8.8113  2.9429  6.2253
Si  8.877  6.6786  6.6603
Si  1.1998  0.8371  7.477
Si  1.0644  4.4958  7.9607
Si  1.3139  8.761  8.0283
Si  4.9895  0.8924  7.3737
Si  4.9076  4.4597  7.7704
Si  5.0968  8.8116  7.7236
Si  8.8774  0.988  7.3772
Si  8.669  4.602  8.0586
Si  9.0756  8.9409  7.4871
Si  -0.7647  0.9018  8.6863
Si  -0.903  3.9089  9.2715
Si  -0.7431  9.4375  9.1069
Si  3.1398  0.7768  8.7547
Si  3.0446  3.828  9.1441
Si  3.3776  9.2718  9.2997
Si  6.9202  0.9789  8.6045
Si  6.5464  3.8834  9.406
Si  7.1476  9.565  8.6469
Si  6.3906  9.5682  13.7461
Si  -4.5903  2.0473  18.464
Si  4.8897  7.6425  11.6204
Si  -0.4625  7.7646  20.68
Si  8.6406  4.3051  14.1978
Si  0.1227  7.7246  17.5997
Si  7.017  8.5033  16.5892
Si  0.7786  16.6209  20.3003
Si  1.0074  3.306  15.469
Si  4.4511  8.8763  19.8115
Si  3.8075  3.0082  14.2554
Si  6.2835  2.9589  15.648
Si  -2.2584  10.5134  13.7405
Si  -1.8522  12.4472  17.6877
Si  4.4585  4.7191  11.6472
Si  5.2953  10.9603  17.7838
Si  9.6959  5.5907  11.5991
Si  5.6839  6.6039  18.4061
Si  -1.8384  9.6171  16.7435
Si  -1.0512  5.1194  16.2844
Si  -4.8973  4.3831  20.4248
Si  2.7126  6.8681  18.5363
Si  -3.8539  7.451  10.8183
Si  -1.3458  1.6519  14.6848
Si  -0.0351  3.0812  18.0969
Si  4.9408  11.9825  15.0533
Si  -1.5238  8.2586  11.9955
O  3.0454  8.158  19.4516
O  5.5676  8.6694  12.6777
O  -2.9765  8.5143  17.0999
O  -1.1768  3.2574  -1.9727
O  -0.6927  5.4462  -0.9159
O  6.8253  8.5988  14.9817
O  3.0296  8.0894  -1.1053
O  -2.2404  10.1707  15.3028
O  -2.0279  1.3017  16.1157
O  3.2113  5.2298  -1.1242
O  -0.4815  13.0742  18.3018
O  0.2188  15.3107  19.5272
O  7.3047  -0.9684  -1.7364
O  6.9795  8.09  -0.9299
O  6.9428  5.2598  -0.9866
O  -1.6376  12.0113  13.6048
O  9.1738  5.3248  15.3614
O  8.7033  4.9816  12.7375
O  4.7634  3.5085  15.4843
O  -0.8077  2.2668  9.6366
O  6.9543  11.059  9.4123
O  -1.8278  10.834  17.8191
O  0.169  4.6963  15.2849
O  3.2788  10.9147  9.694
O  10.6311  6.7677  12.2888
O  3.2285  4.6187  10.5813
O  3.1065  2.2045  9.628
O  2.3246  3.5084  14.5906
O  1.2626  3.1287  17.0874
O  -4.7678  3.0512  17.1815
O  -1.0011  8.6017  10.4983
O  6.8011  2.2432  9.6813
O  5.8633  4.3883  10.8529
O  -0.7326  6.4172  17.1686
O  7.1505  3.8517  14.6203
O  -0.408  17.6687  20.699
O  6.4192  7.0546  17.0282
O  -0.7847  -0.4968  9.6024
O  4.2894  3.6395  12.8509
O  3.7875  8.4099  10.6859
O  3.8552  1.366  14.2613
O  -5.4064  7.0707  10.7319
O  4.3437  6.2487  12.265
O  -0.7676  8.1845  -0.9176
O  4.126  6.2124  18.0388
O  6.2863  1.3689  15.2377
O  -6.1549  4.6129  21.4484
O  8.6764  6.2074  10.4326
O  4.3909  11.4743  16.5149
O  2.2854  -1.0708  -2.1067
O  -1.2555  3.876  17.3284
O  1.7083  7.4068  17.3613
O  5.6828  7.9441  19.3143
O  6.0188  12.2722  18.377
O  5.304  10.6883  14.1778
O  -0.2467  8.1736  19.1179
O  -1.2231  9.4998  12.9826
O  10.6408  4.5459  10.8125
O  6.4951  5.4547  19.2004
O  4.4642  10.3021  19.0183
O  9.5495  2.9856  14.0759
O  0.2339  1.9745  14.9081
O  1.8928  5.7553  19.3504
O  -0.3587  8.9549  16.6599
O  7.7766  8.7532  9.9033
O  3.9048  2.7502  -2.0488
O  -4.9655  2.8947  19.7759
O  -3.1483  7.966  12.1991
O  6.3214  9.8296  17.228
O  0.7924  8.3413  21.5516
O  -3.8076  10.3758  13.2302
O  -3.065  13.0684  18.5391

Results
free energy: -45074.692 eV
free energy less fixed offsets of O -463.61, Si -117.95 eV per atom: -17.722 eV
pressure: -1.70 GPa
stress xx, yy, zz, yz, xz, xy (GPa, positive in tension): 0.6, 3.01, 1.5, -0.17, 0.01, -0.38

Forces (eV/angstrom), in the order of the atoms: element, x, y, z
Si  -0.0102  -0.3164  -0.7056
Si  -0.1199  0.3113  -0.8129
Si  0.0168  -0.0763  -1.2097
Si  -0.0908  -0.3013  -0.4308
Si  0.0156  0.3531  -0.4969
Si  -0.0647  -0.1416  -0.785
Si  0.169  -0.2713  -0.5594
Si  0.0914  0.29  -0.66
Si  0.0816  0.0032  -1.0534
Si  -0.0966  0.0012  -0.1609
Si  0.0587  0.1867  -0.1021
Si  0.0783  0.1588  -0.2106
Si  0.0055  -0.2204  -0.2273
Si  0.0533  -0.0828  -0.1328
Si  -0.0407  -0.0826  -0.2633
Si  0.0558  -0.0877  -0.0776
Si  -0.1103  0.0914  -0.1067
Si  -0.0363  0.0574  -0.3311
Si  -0.0486  0.071  -0.2591
Si  -0.04  -0.1258  0.0838
Si  0.0539  -0.0417  0.3067
Si  0.0088  0.0068  -0.2254
Si  -0.0032  0.007  0.3135
Si  -0.0384  0.1842  0.1042
Si  0.0295  -0.08  -0.126
Si  -0.0485  -0.0918  0.4009
Si  0.0781  0.0571  0.3403
Si  0.0716  -0.0365  0.0159
Si  0.0657  -0.1664  -0.0157
Si  -0.1602  0.0258  -0.0074
Si  -0.0069  -0.0132  0.0147
Si  0.0387  -0.1017  -0.0628
Si  -0.0248  0.1078  -0.0814
Si  0.0134  0.0712  -0.0307
Si  0.0304  -0.0787  -0.0638
Si  0.0037  0.1961  -0.0872
Si  -0.0195  0.0211  -0.0357
Si  0.0203  0.0816  0.0168
Si  -0.0139  0.0212  -0.0676
Si  0.0704  -0.1295  0.0728
Si  0.0077  0.1565  0.0984
Si  -0.0201  0.0236  -0.0254
Si  -0.0415  -0.2158  0.1139
Si  -0.062  0.0721  0.1012
Si  -0.0212  -0.0672  -0.0453
Si  -0.078  -0.052  -0.0914
Si  0.0174  0.0747  -0.1915
Si  0.0186  -0.0808  0.2215
Si  0.0613  -0.0015  -0.2617
Si  0.0191  0.038  -0.3445
Si  -0.0006  -0.1267  0.1969
Si  0.1733  -0.0714  -0.3782
Si  -0.0054  0.3192  -0.0171
Si  -0.0278  -0.0371  0.1156
Si  0.0344  0.0791  0.3599
Si  0.113  -0.1198  0.1598
Si  -0.1683  0.0966  0.0635
Si  -0.0349  0.0538  0.2944
Si  -0.0327  0.1069  0.2479
Si  0.0233  -0.0204  0.1438
Si  -0.006  -0.1107  0.2201
Si  -0.076  -0.3012  0.0777
Si  -0.0393  0.152  -0.0006
Si  0.0112  -0.0886  0.968
Si  0.2673  -0.4796  0.6053
Si  -0.2286  0.2317  0.6054
Si  -0.0116  -0.015  0.8848
Si  -0.0981  -0.2393  0.5784
Si  0.2072  0.3814  0.5258
Si  -0.0411  -0.3786  1.0768
Si  -0.2003  -0.316  0.1705
Si  0.1479  0.3658  0.9171
Si  0.1467  0.1923  0.2768
Si  0.027  -0.0659  -0.3057
Si  0.1394  0.1232  0.1561
Si  0.0174  0.1445  -0.065
Si  -0.0466  -0.1832  0.3347
Si  0.0468  0.0423  -0.4861
Si  -0.033  -0.1216  -0.0431
Si  0.1554  -0.0378  -0.4964
Si  0.1873  -0.051  -0.1738
Si  -0.0348  0.0071  -0.39
Si  -0.1209  -0.024  0.2728
Si  0.0481  -0.0044  0.0687
Si  0.0277  0.1888  0.0859
Si  0.0387  -0.0558  -0.0662
Si  -0.0498  -0.0308  0.2594
Si  -0.0535  0.0464  0.0147
Si  0.0563  -0.0378  0.3502
Si  -0.0528  0.0914  -0.3378
Si  0.0749  0.0935  0.0406
Si  -0.1687  0.1122  -0.0568
Si  -0.0742  -0.0151  -0.3868
Si  0.1554  0.0193  -0.2768
Si  0.0497  0.4882  0.0731
Si  -0.063  -0.174  -0.0986
Si  0.0157  -0.2254  -0.0003
Si  0.01  -0.1193  -0.0702
Si  0.1494  0.2133  0.3963
O  0.1647  -0.1441  0.0178
O  -0.1016  -0.2425  -0.3345
O  0.025  0.213  -0.1228
O  0.0903  0.0768  0.3358
O  -0.062  -0.5302  0.7672
O  -0.0431  0.2424  -0.1171
O  0.0158  0.4302  0.5676
O  0.0344  0.0124  -0.0629
O  0.1464  -0.0124  0.0646
O  -0.0163  -0.2293  0.6777
O  -0.1846  0.2855  -0.2341
O  0.0337  0.2334  0.0832
O  -0.286  -0.1698  0.2355
O  -0.0696  0.4219  0.7683
O  0.0063  -0.3701  0.9004
O  -0.0818  -0.1201  0.2764
O  0.1478  -0.2624  -0.1417
O  0.2586  0.1364  -0.3624
O  0.0545  -0.2657  -0.3202
O  -0.0514  0.5334  -0.7041
O  0.0077  -0.3418  -1.0522
O  -0.0289  0.0251  -0.2441
O  -0.1487  -0.2366  0.3008
O  -0.1186  -0.3159  -0.7052
O  -0.422  -0.085  -0.391
O  0.1213  -0.1566  -0.3095
O  0.036  0.4024  -0.6795
O  0.0736  -0.1188  0.0655
O  -0.4148  0.0868  -0.1196
O  -0.0033  -0.227  0.0594
O  -0.035  0.1461  -0.1159
O  0.0432  0.6794  -0.6648
O  0.314  -0.1469  -0.4356
O  0.1855  0.0739  0.0629
O  0.2434  0.0084  -0.0138
O  0.0797  0.052  0.0067
O  -0.1004  0.1451  0.277
O  0.0147  -0.3729  -0.7414
O  0.0133  0.2682  -0.3039
O  -0.1439  0.2438  -0.4403
O  0.1629  0.2621  0.1294
O  0.0856  0.0299  0.0204
O  0.1138  -0.1817  -0.2688
O  0.0339  0.349  0.8299
O  0.0446  0.2696  0.2761
O  -0.2375  0.1104  0.0573
O  0.0314  -0.2438  0.4918
O  -0.0418  0.0038  0.224
O  0.3091  0.0124  -0.0157
O  0.1774  -0.3631  0.4885
O  0.3379  0.0175  0.0218
O  -0.1723  -0.0662  0.4016
O  -0.2308  -0.0178  0.0339
O  0.1083  0.1002  -0.0718
O  0.174  -0.0302  0.0996
O  -0.0524  -0.2117  0.3767
O  -0.2884  -0.2579  -0.1916
O  -0.243  0.0462  -0.4368
O  -0.0079  -0.184  0.3288
O  0.1573  -0.2646  0.0765
O  -0.0665  0.1398  0.1295
O  -0.1895  0.271  0.1424
O  -0.2415  0.0474  0.1811
O  -0.1919  -0.2082  0.2771
O  -0.1349  -0.5154  0.3051
O  -0.0798  0.2119  0.3785
O  0.0902  0.3203  0.2112
O  0.0474  -0.0333  -0.5046
O  -0.0978  0.0342  0.0077
O  0.0005  0.1866  0.304
O  0.0334  -0.1846  0.1326
O  -0.1256  0.0744  -0.0364
